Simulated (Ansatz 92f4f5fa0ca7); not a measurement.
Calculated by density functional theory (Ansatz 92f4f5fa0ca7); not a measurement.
Periodic cell of 215 atoms, Si132O82B1, from a study of silicon, its oxide and their interface. The atomic structure is a simulated model.
Doubt: the cutoff is far below the 930 eV that the study's wrapper takes by default for these files, so forces and energies are approximate.

Settings: functional PBE; potential files Ansatz PAW; basis plane waves; wave-function cutoff 580 eV; density cutoff ratio 5; exchange-correlation grid ratio 1; k mesh 1 x 1 x 1, Gamma-centred; self-consistency stop 5e-08 eV per atom in the density residual; occupations fixed; spin none; net charge -1 e, with a uniform compensating background and no finite-size correction.

Cell vectors (angstrom)
a, 10.938, 0, 0
b, 0, 10.938, 0
c, 0, 0, 31.5432

Atoms and the computed forces on them: element, x, y, z (angstrom), force x, y, z (eV/angstrom)
Si, 10.5793, 0.7791, 24.5187, 0.1172, -0.4975, 0.1843
Si, 6.0069, 10.5148, 24.1651, 0.1573, -0.0041, 0.2066
Si, 1.9139, 3.1407, 24.2959, 0.5783, -0.1234, 0.1645
Si, 8.7032, 2.2923, 24.3185, 0.2362, -0.1321, 0.1513
Si, 0.4528, 5.0843, 24.199, 0.1514, -0.293, 0.1613
Si, 5.0014, 5.9005, 24.2203, 0.0206, 0.0993, 0.1724
Si, 3.3808, 7.6992, 24.1663, -0.0378, -0.1363, 0.1997
Si, 7.8307, 8.8763, 24.0531, -0.1267, -0.0181, 0.1793
B, 1.218, 1.6109, 25.5114, 0.251, -0.3711, -0.3402
Si, 6.8946, 1.3445, 25.4746, -0.1075, -0.0417, 0.1357
Si, 3.9498, 4.1071, 25.3571, -0.2312, -0.1572, -0.1679
Si, 9.6404, 4.1205, 25.4372, -0.1514, 0.1718, 0.0738
Si, 1.4669, 6.8546, 25.3589, 0.0068, 0.0785, 0.0816
Si, 6.8515, 6.9859, 25.2575, 0.0059, 0.0092, -0.005
Si, 4.1092, 9.6502, 25.3196, -0.0053, 0.0117, 0.0528
Si, 9.5477, 9.7412, 25.4532, 0.1353, 0.2114, -0.005
Si, 2.5411, 0.2389, 26.4854, -0.1398, 0.2485, -0.2161
Si, 8.1892, 0.0162, 26.9372, -0.0374, -0.0797, 0.2482
Si, 0.0936, 2.6985, 26.799, -0.0893, 0.1199, 0.278
Si, 5.4107, 2.7631, 26.6647, 0.079, 0.0328, -0.0844
Si, 2.719, 5.4742, 26.8356, 0.0752, 0.0497, 0.2107
Si, 8.1921, 5.5468, 26.6277, -0.0142, 0.0446, -0.0379
Si, 0.0162, 8.2586, 26.6481, -0.0204, -0.0437, -0.0796
Si, 5.4743, 8.2698, 26.7537, 0.0109, 0.0239, 0.1212
Si, 4.0263, 1.3727, 27.9932, 0.005, -0.0007, 0.0145
Si, 9.6109, 1.3998, 28.215, -0.0522, 0.0786, -0.3021
Si, 1.3668, 4.1077, 28.2116, -0.1236, -0.0034, -0.2874
Si, 6.8134, 4.1562, 28.0005, 0.0168, -0.074, 0.142
Si, 4.1366, 6.8559, 28.1242, -0.1589, 0.0903, -0.0568
Si, 9.5792, 6.8723, 28.0209, -0.0033, 0.0001, 0.0947
Si, 1.3898, 9.6711, 27.9702, -0.0464, -0.0106, 0.1114
Si, 6.806, 9.5558, 28.2297, 0.0052, 0.1277, -0.2879
Si, 0.0343, -0.0061, 29.4999, 0.0288, -0.0873, 0.0124
Si, 5.3888, 0.0404, 29.4306, -0.0011, -0.0097, 0.0776
Si, 2.7522, 2.7209, 29.494, 0.0656, -0.0043, 0.0679
Si, 8.1752, 2.7848, 29.435, -0.103, 0.087, 0.0336
Si, -0.0344, 5.5028, 29.4491, -0.0424, 0.0834, 0.0908
Si, 5.4857, 5.4748, 29.4773, 0.0429, -0.0454, 0.005
Si, 2.7218, 8.2696, 29.3959, 0.0585, -0.0347, -0.0314
Si, 8.2269, 8.1815, 29.4937, 0.0576, -0.0617, 0.056
Si, 1.3841, 1.3646, 30.88, -0.0152, 0.0045, 0.0008
Si, 6.7922, 1.3907, 30.7776, 0.0254, 0.0393, -0.0297
Si, 4.1162, 4.0986, 30.8525, -0.0305, 0.0213, 0.0144
Si, 9.5431, 4.131, 30.812, -0.0298, -0.0036, 0.0036
Si, 1.3572, 6.8785, 30.7724, 0.004, 0.0235, -0.0337
Si, 6.8576, 6.8159, 30.8657, -0.0231, 0.0064, 0.0146
Si, 4.0739, 9.5973, 30.8117, -0.0277, -0.0324, 0.0118
Si, 9.5869, 9.5571, 30.8585, 0.0137, 0.062, 0.027
Si, 2.7385, -0.0258, 0.6969, 0.0118, 0.0194, -0.0008
Si, 8.1569, 0.0172, 0.6132, -0.0211, -0.0661, -0.0276
Si, -0.0413, 2.7572, 0.6424, 0.0245, 0.0067, -0.0255
Si, 5.4775, 2.7161, 0.6737, -0.0015, 0.0077, -0.0001
Si, 2.7004, 5.5001, 0.6194, 0.0078, -0.0187, -0.0303
Si, 8.2122, 5.4392, 0.6986, 0.0072, -0.0053, 0.0215
Si, 0.0273, 8.1824, 0.6752, -0.0211, -0.0135, 0.0034
Si, 5.4504, 8.2235, 0.6305, 0.0263, 0.0299, -0.0211
Si, 4.1254, 1.3316, 2.0422, -0.0006, -0.0114, 0.003
Si, 9.5083, 1.3788, 1.9864, -0.0558, 0.0994, -0.0437
Si, 1.3209, 4.1392, 2.0051, -0.0714, 0.0637, -0.0006
Si, 6.8532, 4.0485, 2.0544, 0.0341, -0.0372, -0.0143
Si, 4.0662, 6.8675, 1.9874, -0.0791, 0.0515, -0.057
Si, 9.6075, 6.7982, 2.039, 0.0352, -0.0289, 0.01
Si, 1.3781, 9.5405, 2.0607, 0.0057, -0.0044, -0.0144
Si, 6.8216, 9.5744, 2.0203, -0.0026, 0.0135, 0.0265
Si, -0.0744, -0.0091, 3.2856, 0.1634, -0.0391, 0.3174
Si, 5.4741, -0.0272, 3.4778, -0.0007, 0.002, -0.0963
Si, 2.6909, 2.7248, 3.2794, 0.0497, 0.0069, 0.3368
Si, 8.1913, 2.6721, 3.4919, 0.0015, 0.0739, -0.0927
Si, -0.015, 5.457, 3.5085, 0.0218, -0.0243, -0.1269
Si, 5.4441, 5.4785, 3.2644, 0.0288, -0.0903, 0.391
Si, 2.7448, 8.1847, 3.4786, -0.0157, 0.007, -0.0832
Si, 8.2315, 8.183, 3.3322, -0.0975, -0.0017, 0.1763
Si, 1.2863, 1.3576, 4.6393, -0.022, 0.0267, -0.1454
Si, 6.8489, 1.2853, 4.9007, -0.0242, 0.004, 0.0969
Si, 4.0668, 4.1111, 4.6238, -0.0367, -0.0062, -0.1846
Si, 9.5446, 4.049, 4.8746, -0.0173, -0.0315, 0.1318
Si, 1.3623, 6.8502, 4.8785, 0.023, -0.0025, 0.1143
Si, 6.8375, 6.7942, 4.658, 0.0013, -0.0016, -0.155
Si, 4.1136, 9.5483, 4.87, -0.0234, -0.0033, 0.1
Si, 9.5751, 9.5584, 4.7245, -0.012, -0.0014, -0.0821
Si, 2.6166, 0.0277, 6.0734, -0.0136, -0.0292, -0.0548
Si, 8.2332, -0.1512, 6.26, -0.0003, 0.0055, 0.0173
Si, -0.0107, 2.6347, 6.1916, 0.0327, 0.0061, -0.0346
Si, 5.3825, 2.7518, 6.0551, 0.0256, 0.0165, -0.0627
Si, 2.7573, 5.4134, 6.1376, 0.0109, -0.0318, -0.0226
Si, 8.1017, 5.4259, 6.1574, -0.0083, -0.0052, -0.05
Si, -0.0026, 8.2789, 6.2133, 0.0124, 0.0201, -0.0244
Si, 5.5677, 8.1331, 6.1421, 0.0185, 0.0056, -0.0226
Si, 3.4982, 1.8991, 7.1654, -0.1328, 0.1655, -0.1948
Si, 10.0357, 0.807, 7.4596, 0.028, -0.0231, -0.184
Si, 1.7942, 3.6257, 7.3498, 0.031, -0.0381, -0.2123
Si, 6.2268, 4.5044, 7.3659, -0.0293, 0.053, -0.1843
Si, 4.6518, 6.2878, 7.2494, 0.0073, -0.0642, -0.1975
Si, 9.1652, 7.1748, 7.3114, -0.0597, 0.0704, -0.1658
Si, 0.9037, 10.132, 7.5007, -0.0523, 0.0303, -0.1721
Si, 7.4107, 8.8685, 7.4809, 0.0509, -0.015, -0.2159
O, 4.5976, 6.5758, 8.8793, -0.0815, 0.0893, 0.2871
O, 1.4181, 3.948, 8.9425, -0.0418, 0.0922, 0.3145
O, 9.7467, 6.5371, 8.7323, 0.0475, -0.048, 0.2611
O, 1.3237, 10.0752, 9.1306, 0.1047, -0.0286, 0.2623
O, 6.1146, 4.1953, 9.0073, 0.0186, -0.1124, 0.3069
O, 3.7469, 1.5296, 8.7407, 0.0827, -0.0672, 0.2593
O, 7.1344, 8.9339, 9.13, -0.0569, 0.0739, 0.3182
O, 9.675, 1.0493, 9.0658, -0.1047, 0.045, 0.2847
O, 8.3263, 2.4421, 22.7172, -0.1522, 0.121, -0.4168
O, 11.0588, 5.4966, 22.6288, -0.0944, 0.1622, -0.4077
O, 5.7163, 0.0472, 22.6103, -0.0903, 0.1034, -0.3495
O, 5.2722, 5.4136, 22.6573, 0.0807, -0.0446, -0.3098
O, 2.1231, 2.8208, 22.6536, -0.0229, -0.2884, -0.515
O, 3.3296, 7.8229, 22.5058, -0.0633, 0.0868, -0.3261
O, 8.3314, 8.7379, 22.4661, 0.1068, -0.0341, -0.3604
O, -0.0682, 11.216, 22.96, 0.2068, -0.0716, -0.4616
Si, 2.1702, 2.986, 12.9027, -0.0102, 0.0265, -0.0952
Si, 8.7034, 1.2639, 10.3528, 0.0619, -0.014, -0.2665
Si, 1.0685, 4.4839, 15.3655, 0.0139, -0.0129, 0.0857
Si, 7.5699, 5.5391, 12.1968, -0.0136, -0.0057, -0.1214
Si, 2.4142, 8.1931, 21.2165, -0.0205, -0.023, 0.3756
Si, 5.4326, 7.7385, 12.4749, -0.0122, 0.0022, -0.1127
Si, 9.2777, 0.4403, 15.4992, 0.0202, 0.0223, 0.0684
Si, 2.9043, -0.0807, 16.6426, 0.0268, -0.0195, 0.2245
Si, 10.4879, 1.1527, 12.6066, -0.025, -0.0006, -0.0897
Si, 7.7859, 2.8243, 21.2428, 0.0013, -0.0459, 0.4549
Si, 9.151, 8.7717, 14.4555, 0.0023, 0.0031, -0.0056
Si, 1.4901, 4.7688, 10.3513, -0.0042, -0.0518, -0.2921
Si, 4.484, 9.4961, 19.1419, 0.0107, -0.027, 0.3668
Si, 11.0822, 6.1055, 21.1204, 0.0108, 0.0118, 0.4411
Si, 6.6241, 10.4262, 14.8503, 0.0061, -0.0153, 0.0351
Si, 5.3853, 0.7609, 21.1967, -0.0169, 0.0143, 0.4198
Si, 2.363, 9.7819, 10.367, -0.0724, 0.0112, -0.216
Si, 0.4454, 10.6667, 21.5396, -0.1095, 0.1365, 0.3757
Si, 5.881, 5.259, 21.1694, -0.0163, -0.0098, 0.4156
Si, 3.6639, 7.0669, 10.0952, 0.0627, -0.0728, -0.2482
Si, 9.0449, 5.6635, 14.8451, -0.0338, -0.02, 0.0518
Si, 3.6651, 4.073, 19.1608, -0.0451, -0.0616, 0.4051
Si, 10.0365, 3.674, 19.2958, -0.002, 0.0191, 0.3595
Si, 4.2678, 8.6262, 15.3658, -0.023, -0.0135, 0.0802
Si, 0.466, 1.8998, 17.1603, -0.0069, 0.0462, 0.2638
Si, 6.8296, 7.5445, 19.289, 0.0254, 0.0633, 0.314
Si, 5.2378, 3.5944, 16.7904, -0.0397, 0.0226, 0.2041
Si, 7.7764, 5.0226, 17.5266, 0.0416, 0.0445, 0.2315
Si, 6.6951, 9.8764, 10.3887, 0.0237, -0.0552, -0.2285
Si, 4.3969, 1.0221, 10.1114, -0.0762, 0.042, -0.2237
Si, -0.0107, 9.0781, 11.8938, 0.0212, -0.0166, -0.1176
Si, 9.1041, 8.6552, 21.0209, 0.0517, 0.1077, 0.3927
Si, 4.5563, 1.6514, 14.5943, -0.0269, 0.0188, 0.05
Si, 2.4409, 2.1246, 21.2114, -0.1233, 0.0401, 0.4922
Si, 6.3493, 3.304, 10.3527, 0.0142, 0.0793, -0.2628
Si, 3.4152, 5.8919, 16.7719, 0.013, -0.0352, 0.2074
Si, 9.8903, 6.5298, 10.3453, 0.0114, -0.0236, -0.2498
O, 0.1485, 2.6351, 18.5855, 0.0429, -0.0677, -0.1918
O, 2.9298, 9.5899, 15.5664, -0.0037, -0.0125, -0.0492
O, 10.8377, 4.8429, 20.1153, -0.0568, -0.116, -0.1884
O, 7.572, 2.3322, 9.9171, -0.002, 0.0171, 0.0987
O, 10.9418, 5.3383, 10.7844, -0.0152, 0.01, 0.0854
O, 6.5992, 6.6707, 12.8696, -0.0031, 0.0136, 0.0323
O, 10.3244, 8.0552, 10.7754, 0.0173, 0.0535, 0.081
O, 7.6789, 9.437, 14.0032, -0.0079, 0.0005, 0.0036
O, 8.4323, 6.1956, 10.9834, -0.0489, -0.0172, 0.0923
O, 5.3015, 10.5652, 20.0468, -0.0386, -0.0982, -0.2041
O, 2.1824, 3.7498, 11.444, 0.029, -0.0615, 0.1253
O, 8.0148, 8.5594, 19.7991, -0.128, -0.0501, -0.1868
O, 6.2566, 6.7304, 20.5872, 0.0309, 0.0853, -0.1805
O, 5.5026, 2.6756, 15.4676, -0.0066, -0.0354, -0.0587
O, 1.2925, 0.9762, 20.8427, 0.072, 0.0085, -0.1735
O, 6.0958, 8.9946, 11.6356, -0.0295, -0.0149, 0.0813
O, 4.5731, 4.9375, 16.1397, 0.0073, 0.009, -0.0668
O, 6.5825, 3.9206, 17.6591, -0.0228, -0.0119, -0.0823
O, 10.5854, 10.6661, 11.8129, -0.0136, 0.0104, 0.047
O, 5.5882, 0.4856, 14.0028, 0.0081, -0.0033, -0.0051
O, 7.9847, 5.1133, 15.9269, 0.0215, 0.0152, -0.1038
O, 9.7492, 9.8021, 15.5838, -0.001, -0.009, -0.0145
O, -0.4089, 5.1033, 15.1594, -0.0059, 0.0049, -0.0194
O, 1.5631, 6.8597, 20.7811, 0.0009, 0.0012, -0.1118
O, 1.4958, 0.6018, 17.1772, -0.0005, 0.0016, -0.0667
O, 6.5816, 1.8068, 20.81, -0.0188, 0.0106, -0.1126
O, 1.0196, 1.8149, 12.8481, 0.0076, -0.0065, 0.0257
O, 3.2358, 5.4719, 18.3686, -0.0018, 0.0775, -0.1891
O, 9.5385, 1.986, 11.5719, 0.0267, 0.0127, 0.0905
O, 1.0427, 3.067, 16.1763, 0.0068, 0.0412, -0.0826
O, 8.6064, 5.1056, 13.3788, 0.0081, -0.0004, 0.0301
O, 10.2955, 8.5795, 13.3041, -0.0188, 0.0034, 0.0461
O, 1.468, 9.4141, 21.7243, 0.0534, -0.0591, -0.1268
O, 10.0687, 9.9878, 20.7759, -0.0494, -0.0693, -0.1432
O, 3.1837, 0.1896, 10.8704, -0.0037, 0.0248, 0.091
O, 5.0709, 2.3564, 10.8081, -0.029, -0.0218, 0.0814
O, 1.7598, 4.1706, 13.9334, -0.0077, 0.0037, 0.0064
O, 7.9732, 10.803, 10.8425, -0.0208, 0.0077, 0.0837
O, 9.1424, 4.4583, 18.1862, -0.0749, 0.0418, -0.1546
O, 5.6441, 9.4682, 15.7684, 0.0154, 0.0165, -0.0347
O, 5.5608, -0.0595, 9.8075, 0.0201, -0.0016, 0.0213
O, 3.6099, 2.318, 13.4076, 0.0033, -0.0019, 0.0201
O, 1.9537, 5.6378, 16.0974, -0.0378, -0.0085, -0.0637
O, 9.7223, 1.0277, 14.0371, -0.0015, 0.0023, 0.0177
O, 4.4066, 6.9135, 11.5236, 0.0307, 0.0181, 0.1071
O, 4.8098, 4.4931, 20.2289, -0.0745, -0.0309, -0.2033
O, 9.9584, 1.3336, 16.6534, -0.0411, -0.0392, -0.0795
O, 6.7142, 4.2688, 11.6241, 0.0176, 0.0312, 0.0904
O, 5.6149, 8.4237, 18.6333, -0.0108, -0.0053, -0.112
O, 9.0641, 2.753, 20.2325, 0.0873, 0.0571, -0.1877
O, 3.579, 1.1005, 15.767, 0.026, 0.0281, -0.0674
O, 4.2098, 3.0516, 17.9731, 0.0592, -0.0151, -0.1834
O, 9.9297, 7.2471, 20.9807, -0.0156, -0.016, -0.1138
O, 3.3833, 8.6458, 9.8016, -0.0018, 0.0155, 0.0752
O, 3.9475, 7.3927, 16.3986, 0.0003, 0.0277, -0.0733
O, 7.6432, 0.4595, 15.7021, -0.0089, -0.0009, -0.019
O, 8.9565, 7.2805, 15.0287, 0.0027, 0.0129, -0.0081
O, 3.9303, 1.4726, 21.3135, 0.0528, -0.021, -0.1384
O, 1.615, 9.0982, 11.6704, -0.0251, -0.0119, 0.0703
O, 2.3371, 6.1424, 10.1408, -0.0071, 0.0217, 0.0948
O, 7.373, 6.4692, 18.1786, 0.0283, -0.096, -0.1535
O, 7.2471, 4.3666, 21.2235, -0.0261, 0.035, -0.1235
O, 4.5669, 8.1841, 13.8044, -0.004, 0.0073, 0.0172
O, 3.3373, 8.6774, 19.9711, 0.1061, 0.0627, -0.2094
O, 2.5169, 3.2684, 20.0169, 0.0711, 0.1166, -0.2432
O, 3.7405, 10.3232, 17.944, -0.0753, 0.074, -0.202

Results
free energy: -130700.112 eV
free energy less fixed offsets of B -154.04, O -568.88, Si -635.61 eV per atom: 2.608 eV

The program warned: the cutoff lies below the one the program advises for these potential files; the forces do not sum to zero within the program's tolerance; the exchange-correlation potential is rough where the density is thin.
